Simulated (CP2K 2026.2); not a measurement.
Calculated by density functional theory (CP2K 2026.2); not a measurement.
Periodic cell of 432 atoms, Si324O108, from a study of silicon, its oxide and their interface. The atomic structure is a simulated model.
Doubt: the forces sum to 2.51 eV/angstrom along one axis rather than to zero, so they err by at least 0.0058 eV/angstrom per atom on average; the grid cutoff is modest.

Settings: functional PBE; method Gaussian and plane waves; basis set DZVP-MOLOPT-SR-GTH; pseudopotentials GTH-PBE; grid cutoff 300 Ry, relative cutoff 40 Ry; k points Gamma only; occupations fixed; spin none; net charge 0.

Cell vectors (angstrom)
a	16.32	0	0
b	0	16.32	0
c	-5.4838	-2.6364	29.5357

Atoms and the computed forces on them: element, x, y, z (angstrom), force x, y, z (eV/angstrom)
Si	1.606	-1.708	-0.088	-0.345	0.295	0.662
Si	3.679	1.53	-0.117	0.207	0.003	0.627
Si	1.525	3.833	-0.144	-0.12	0.154	0.703
Si	3.968	6.856	0.311	0.014	0.005	0.385
Si	1.778	-7.211	-0.041	-0.072	0.195	0.655
Si	3.997	-3.834	0.105	0.158	-0.315	0.679
Si	7.12	-1.604	0.134	-0.101	0.049	0.666
Si	9.503	1.415	-0.1	0.134	-0.018	0.727
Si	6.112	4.621	-0.118	0.187	-0.089	0.768
Si	9.208	7.143	0.025	0.159	-0.299	0.711
Si	7.066	9.389	0.311	-0.195	-0.001	0.695
Si	-7.032	-3.848	0.164	0.096	-0.09	0.696
Si	-3.79	-1.814	0.074	-0.121	0.282	0.718
Si	-1.55	1.542	0.189	0.151	-0.189	0.691
Si	-3.654	3.932	-0.064	-0.376	0.176	0.671
Si	-1.527	7.156	0.165	0.067	-0.174	0.748
Si	-3.822	-7.049	0.173	-0.157	0.094	0.784
Si	-1.581	-4.031	0.185	0.191	-0.05	0.645
Si	2.595	-0.005	1.27	0.016	-0.037	-0.037
Si	5.283	2.778	1.161	0.016	-0.038	-0.026
Si	2.596	5.346	1.393	-0.018	-0.035	-0.036
Si	5.439	8.208	1.508	-0.012	0.014	-0.018
Si	2.807	-5.508	1.277	-0.02	0.025	-0.033
Si	5.522	-2.703	1.449	0.008	0.003	-0.017
Si	8.286	0	1.353	-0.002	0.031	-0.039
Si	-5.426	2.836	1.16	0.017	-0.021	-0.047
Si	7.976	5.503	1.194	-0.002	-0.037	-0.076
Si	-5.453	8.124	1.388	-0.002	0.007	-0.042
Si	8.223	-5.394	1.573	0.007	0.015	-0.034
Si	-5.415	-2.763	1.461	-0.001	-0.004	-0.038
Si	-2.762	-0.077	1.346	-0.016	-0.008	-0.025
Si	0.052	2.733	1.364	0.026	-0.002	-0.056
Si	-2.663	5.491	1.376	0.009	0.016	-0.049
Si	0.098	8.227	1.417	0.024	0.024	-0.05
Si	-2.737	-5.5	1.545	-0.005	-0.012	-0.054
Si	0.025	-2.773	1.323	0.018	0.008	-0.049
Si	1.324	1.319	2.732	-0.004	0.005	0.019
Si	4.014	4.017	2.719	0.007	0.018	0.023
Si	1.309	6.753	2.767	0.002	-0.004	0.015
Si	4.092	9.576	2.804	0.005	0.013	0.01
Si	1.392	-4.151	2.66	-0.018	-0.022	0.013
Si	4.07	-1.296	2.656	-0.014	0.011	0.019
Si	6.772	1.424	2.526	-0.019	-0.005	0.018
Si	9.452	4.14	2.53	0.003	0.025	0.006
Si	6.79	6.789	2.774	0.004	-0.005	0.028
Si	9.601	-6.801	2.819	0.006	-0.016	0.024
Si	6.798	-4.07	2.857	-0.015	-0.009	0.033
Si	-6.734	-1.33	2.782	0.005	0.018	0.022
Si	-4.144	1.377	2.616	-0.035	0.02	0.005
Si	-1.311	4.113	2.717	0.003	-0.001	0.025
Si	-4.1	6.76	2.738	0.011	0.013	0.025
Si	-1.271	-6.786	2.816	-0.005	0.009	0.038
Si	-4.112	-4.133	2.844	-0.004	-0.015	0.027
Si	-1.33	-1.378	2.701	0.009	-0.011	-0.007
Si	-0.027	-0.017	4.096	-0.007	0.003	0.008
Si	2.696	2.67	4.095	-0.014	0.019	0.018
Si	-0.02	5.432	4.152	0.015	-0.022	0.013
Si	2.716	8.141	4.081	-0.012	0.012	-0.018
Si	0.051	-5.411	4.14	0.023	0.008	0.01
Si	2.734	-2.722	4.009	0	-0.003	-0.029
Si	5.447	0.071	3.989	0.008	0.009	-0.008
Si	8.139	2.748	3.942	0.009	0.002	-0.005
Si	5.403	5.403	4.07	0.001	-0.014	-0.021
Si	8.173	-8.167	4.11	-0.017	0.014	-0.011
Si	5.434	-5.42	4.185	0.001	0.003	0.015
Si	8.189	-2.683	4.127	0.021	-0.013	-0.001
Si	-5.417	0.058	4.1	0.01	0.006	0.015
Si	-2.73	2.709	3.993	-0.004	-0.015	-0.019
Si	-5.504	5.413	4.029	-0.027	-0.016	-0.002
Si	-2.701	8.133	4.084	-0.003	0.003	-0.03
Si	-5.424	-5.466	4.218	0.006	-0.004	0.032
Si	-2.697	-2.722	4.087	-0.007	0.008	-0.022
Si	1.33	-1.323	16.32	0.008	0.023	-0.002
Si	4.062	1.372	16.292	0.012	0.012	0
Si	1.387	4.145	16.303	0.004	0.004	-0.003
Si	4.085	6.851	16.348	0.012	0	-0.009
Si	1.355	-6.791	16.322	0	-0.011	0.009
Si	4.097	-4.015	16.361	0.006	0.014	-0.001
Si	6.805	-1.361	16.318	-0.012	-0.013	-0.017
Si	-6.807	1.333	16.333	-0.003	-0.016	-0.003
Si	6.821	4.073	16.294	0.005	0.002	-0.006
Si	-6.785	6.781	16.307	-0.005	-0.015	0.005
Si	6.771	-6.797	16.34	0.005	0.007	-0.017
Si	-6.837	-4.14	16.334	-0.013	0	0.002
Si	-4.041	-1.404	16.278	0.001	-0.007	0.013
Si	-1.327	1.369	16.302	-0.018	0.004	0.015
Si	-4.106	4.035	16.273	0.003	0.005	-0.013
Si	-1.367	6.78	16.299	0.011	0.01	0.014
Si	-4.092	9.517	16.297	-0.019	-0.005	0.001
Si	-1.373	-4.073	16.333	-0.002	-0.013	0.01
Si	2.665	0.071	17.668	-0.018	-0.006	-0.017
Si	5.458	2.705	17.626	0.003	-0.002	-0.048
Si	2.711	5.525	17.702	-0.03	-0.006	-0.007
Si	5.441	8.187	17.746	-0.003	0	-0.004
Si	2.68	-5.362	17.659	-0.008	-0.009	-0.049
Si	5.475	-2.653	17.751	-0.007	-0.011	-0.008
Si	8.16	-0.04	17.698	0.009	0.011	-0.002
Si	-5.427	2.677	17.674	0.013	0.006	-0.003
Si	8.191	5.407	17.664	-0.003	-0.018	-0.036
Si	-5.42	8.139	17.66	0.003	-0.001	-0.016
Si	8.085	-5.463	17.743	0.008	0.036	-0.006
Si	-5.393	-2.804	17.604	0.023	-0.017	-0.033
Si	-2.659	-0.053	17.628	0.016	-0.018	-0.051
Si	0.025	2.791	17.631	0.004	-0.006	-0.021
Si	-2.75	5.382	17.609	-0.003	-0.007	-0.027
Si	-0.001	-8.191	17.664	0.011	-0.001	-0.044
Si	-2.74	-5.459	17.669	-0.001	-0.001	-0.011
Si	-0.045	-2.665	17.686	-0.01	0.011	-0.005
Si	1.376	1.509	19.042	0.012	0.002	0.04
Si	4.139	4.153	18.935	0.017	-0.004	0.045
Si	1.338	6.824	19.131	-0.015	0.017	0.07
Si	4.052	-6.699	19.024	-0.001	-0.001	0.078
Si	1.288	-4.004	19.033	0.028	-0.017	0.037
Si	4.044	-1.245	19.025	-0.009	-0.008	0.031
Si	6.78	1.326	19.036	-0.002	0.003	0.046
Si	-6.783	4.006	19.048	-0.011	0.007	0.016
Si	6.85	6.788	19.041	0.022	-0.015	0.082
Si	-6.837	9.439	19.017	0	-0.022	0.038
Si	6.792	-4.045	19.178	0.01	-0.003	0.04
Si	9.589	-1.442	18.939	-0.003	0.007	0.075
Si	-4.037	1.278	18.948	0.012	-0.004	0.075
Si	-1.392	4.068	18.991	-0.015	-0.003	0.039
Si	-4.072	6.723	18.986	-0.006	0.004	0.041
Si	-1.411	-6.853	18.99	0.008	-0.009	0.051
Si	-4.081	-4.138	19.063	-0.004	0.023	0.049
Si	-1.34	-1.332	19.131	-0.016	0.027	0.059
Si	-0.163	0.346	20.361	0.123	-0.239	-0.754
Si	2.961	2.744	20.323	-0.316	0.09	-0.671
Si	-0.3	5.612	20.368	0.257	-0.091	-0.692
Si	2.391	8.61	20.296	0.134	-0.337	-0.795
Si	0.062	-5.579	20.27	-0.224	0.189	-0.719
Si	2.847	-2.787	20.306	-0.216	0.207	-0.712
Si	5.098	0.379	20.374	0.203	-0.242	-0.675
Si	7.941	2.856	20.344	0.26	-0.161	-0.69
Si	5.75	5.163	20.293	-0.185	0.21	-0.687
Si	8.472	7.81	20.389	-0.174	0.247	-0.703
Si	5.049	-5.082	20.411	0.321	-0.201	-0.717
Si	8.591	-3.016	20.34	-0.319	0.106	-0.736
Si	-5.183	-0.297	20.246	-0.046	0.148	-0.785
Si	-2.486	2.42	20.263	-0.099	0.136	-0.792
Si	-5.6	5.56	20.333	0.174	-0.221	-0.687
Si	-2.501	-8.486	20.304	-0.098	0.182	-0.778
Si	-5.653	-5.392	20.329	0.321	-0.096	-0.681
Si	-2.989	-2.508	20.378	0.228	-0.168	-0.811
Si	1.813	-0.81	22.531	0.101	0.053	-0.158
Si	4.647	0.032	23.237	-0.06	0.045	-0.088
Si	2.322	7.671	23.079	-0.122	-0.017	-0.01
Si	-6.918	-6.916	-4.311	-0.017	-0.045	-0.017
Si	0.077	-6.108	-4.949	0.048	0.091	-0.036
Si	4.278	-7.579	-3.586	0.038	0.165	-0.103
Si	5.883	5.37	23.174	-0.038	0.113	-0.054
Si	5.41	-5.561	-1.942	-0.023	0.023	0.015
Si	-1.827	0.553	-2.506	-0.005	-0.011	-0.015
Si	0.246	-5.328	-2.018	0.072	-0.096	0.183
Si	5.574	-4.818	23.326	-0.018	-0.044	-0.154
Si	7.203	1.18	-4.078	0.079	0.007	0.023
Si	-1.45	-1.919	-4.185	-0.044	0.13	-0.026
Si	-3.812	-4.049	-4.301	0.101	0.058	-0.025
Si	-7.193	5.788	-2.627	0.004	-0.019	0.082
Si	5.376	-5.173	-4.772	0.051	-0.001	0.036
Si	8.073	7.446	23.29	-0.077	0.077	-0.079
Si	8.063	-2.822	23.273	0.121	-0.024	-0.011
Si	5.321	-0.301	-2.151	-0.109	-0.063	0.117
Si	-6.472	-0.05	-4.69	-0.032	0.051	0.027
Si	-4.375	3.654	22.486	-0.124	0.037	-0.218
Si	-6.608	1.45	22.482	-0.038	0.006	-0.124
Si	7.05	7.28	-4.021	0.044	-0.02	-0.058
Si	-3.986	-6.827	22.531	-0.044	0.014	-0.076
Si	-0.149	5.62	-2.226	0.039	-0.107	0.048
Si	-5.173	5.403	-4.933	-0.006	-0.154	0.041
Si	-4.783	-0.026	-2.114	-0.01	0.02	0.103
Si	4.071	-2.298	-4.231	0.165	-0.018	0.074
Si	-2.256	2.294	-4.678	0.096	0.005	-0.127
Si	-5.357	-5.394	-2.043	-0.005	0.031	0.063
Si	-1.852	-4.459	22.529	-0.035	-0.046	-0.182
Si	7.905	3.224	-2.019	0.031	-0.037	0.021
Si	-3.043	4.556	-2.999	0.096	0.092	0.211
Si	1.589	4.612	22.525	-0.063	-0.009	-0.116
Si	1.237	-2.606	-2.87	-0.12	0.132	0.22
Si	1.557	7.443	-4.292	-0.188	0.009	0.107
Si	1.371	-1.38	5.41	0	-0.016	-0.002
Si	4.097	1.355	5.432	0.004	0.002	0.007
Si	1.36	4.057	5.455	0.003	-0.01	0.021
Si	4.077	6.787	5.439	0.006	0	0.008
Si	1.379	9.506	5.467	-0.006	-0.008	-0.001
Si	4.059	-4.036	5.464	-0.01	0.011	0.006
Si	6.788	-1.299	5.405	-0.016	-0.004	-0.007
Si	9.482	1.405	5.385	-0.018	0.002	0.005
Si	6.803	4.062	5.396	0.003	0.003	-0.01
Si	9.522	6.78	5.448	0.025	0.012	0.01
Si	6.811	-6.811	5.477	0.006	-0.014	0.012
Si	9.516	12.253	5.496	-0.02	-0.002	0.018
Si	-4.056	-1.336	5.434	0.008	0.001	-0.001
Si	-1.389	1.367	5.416	-0.016	0.005	0.007
Si	-4.108	4.055	5.375	0.001	0.006	-0.011
Si	-1.382	6.787	5.484	-0.015	0.019	0.007
Si	-4.033	-6.834	5.493	0.018	0	0.016
Si	-1.341	-4.063	5.467	0.002	-0.006	0.011
Si	2.73	-0.014	6.778	0.013	-0.008	0.002
Si	5.451	2.72	6.787	0.007	-0.001	0.005
Si	2.718	5.433	6.804	-0.001	-0.007	0.001
Si	5.438	-8.176	6.81	0.006	0.002	-0.002
Si	2.724	-5.431	6.818	0.004	-0.003	-0.006
Si	5.442	-2.674	6.788	-0.004	0.004	0.002
Si	8.151	0.037	6.775	-0.002	0.011	0
Si	10.861	2.725	6.77	-0.002	-0.013	-0.008
Si	8.149	5.421	6.787	-0.007	0.004	-0.005
Si	10.889	8.132	6.816	0.004	-0.001	-0.001
Si	8.154	10.884	6.834	-0.001	0.002	0.004
Si	10.899	-2.697	6.806	0.005	-0.001	-0.002
Si	-2.716	0.011	6.808	0.001	0	0.001
Si	-0.018	2.708	6.794	-0.003	0.009	-0.002
Si	-2.761	5.41	6.787	-0.004	-0.002	-0.001
Si	-0.004	8.16	6.818	0.003	-0.002	0.002
Si	-2.691	-5.441	6.825	-0.003	-0.007	-0.001
Si	0.018	-2.707	6.814	-0.01	0.01	-0.003
Si	1.361	1.349	8.14	-0.006	0.003	-0.008
Si	4.09	4.08	8.153	0.007	0.016	-0.003
Si	1.361	6.797	8.165	0.002	0.001	-0.005
Si	4.088	-6.796	8.164	-0.001	0.001	-0.005
Si	1.361	-4.077	8.177	-0.01	-0.003	-0.001
Si	4.082	-1.346	8.167	-0.002	-0.006	-0.005
Si	6.8	1.37	8.162	-0.001	-0.002	0
Si	9.516	4.076	8.152	0.008	0.004	-0.003
Si	6.8	6.785	8.16	-0.001	0.002	0
Si	9.528	9.512	8.166	0	0.003	-0.003
Si	6.785	-4.058	8.158	0.007	-0.006	-0.005
Si	9.514	-1.338	8.139	-0.006	-0.003	-0.008
Si	-4.1	1.365	8.144	-0.006	-0.007	-0.002
Si	-1.376	4.073	8.149	-0.012	-0.018	-0.003
Si	-4.086	6.774	8.176	-0.008	0	-0.001
Si	-1.347	-6.8	8.187	0	0.007	0.005
Si	-4.071	-4.075	8.163	0.013	0.006	-0.004
Si	-1.35	-1.348	8.164	0.008	0.003	-0.003
Si	0.009	0.004	9.522	-0.005	-0.013	-0.001
Si	2.721	2.718	9.502	0.006	-0.001	-0.01
Si	-0.009	5.437	9.51	-0.003	0.011	-0.006
Si	2.721	-8.153	9.522	-0.005	0.007	-0.006
Si	0.005	-5.434	9.54	0.001	-0.004	0.001
Si	2.728	-2.713	9.524	0.01	-0.003	-0.002
Si	5.443	0.012	9.524	-0.001	0.006	0.006
Si	8.162	2.721	9.523	0.001	-0.004	0.002
Si	5.439	5.439	9.525	0.003	-0.006	0
Si	8.159	8.153	9.518	0.001	-0.008	0
Si	5.438	-5.429	9.522	-0.01	0.004	-0.001
Si	8.159	-2.706	9.508	-0.003	-0.004	0
Si	-5.449	0.005	9.512	0.003	0.002	0.004
Si	-2.731	2.715	9.509	-0.002	0.008	0
Si	-5.453	5.426	9.529	-0.003	0.004	0.005
Si	-2.72	8.148	9.522	0.002	-0.003	-0.001
Si	-5.437	-5.439	9.519	-0.002	-0.002	-0.002
Si	-2.71	-2.717	9.519	0.003	0.001	0.002
Si	1.369	-1.354	10.882	0.003	-0.004	0.003
Si	4.083	1.374	10.878	-0.001	-0.003	0
Si	1.362	4.083	10.864	-0.005	-0.004	-0.004
Si	4.084	-9.509	10.881	0.002	0.002	-0.004
Si	1.368	-6.791	10.89	-0.003	0.008	0.003
Si	4.08	-4.074	10.887	-0.011	-0.008	0
Si	6.8	-1.357	10.881	-0.002	-0.004	0
Si	9.516	1.355	10.883	-0.001	0.001	0
Si	6.8	4.081	10.882	0	0.01	0
Si	9.511	6.791	10.884	0.004	-0.001	0.002
Si	6.799	9.523	10.873	0.008	0.005	-0.006
Si	9.513	-4.078	10.871	0	0.004	-0.002
Si	-4.086	-1.362	10.866	-0.003	-0.003	-0.003
Si	-1.365	1.36	10.87	0	0.005	-0.001
Si	-4.082	4.071	10.879	0	-0.006	0.001
Si	-1.355	6.799	10.883	0	0.001	0.005
Si	-4.083	9.512	10.875	0.003	-0.002	0.001
Si	-1.359	-4.075	10.892	0.002	-0.004	0.005
Si	2.728	0.014	12.236	0.003	0.006	-0.001
Si	5.443	2.728	12.245	0.004	0.005	0.002
Si	2.72	5.45	12.229	-0.006	0.007	0.004
Si	5.44	-8.145	12.246	-0.005	0.005	0.009
Si	2.719	-5.424	12.252	0.005	-0.001	0.002
Si	5.441	-2.717	12.245	-0.002	-0.011	0.004
Si	8.16	-0.008	12.247	0.002	0.003	0.008
Si	10.882	2.709	12.237	0.004	0	0.005
Si	8.148	5.441	12.249	-0.005	-0.006	0.005
Si	10.874	8.151	12.235	-0.008	-0.004	0.002
Si	8.153	10.88	12.236	0	-0.002	0.006
Si	10.875	-2.723	12.231	0.009	-0.001	0
Si	-2.724	-0.008	12.225	-0.004	-0.011	-0.003
Si	-0.001	2.725	12.221	-0.007	-0.007	0.001
Si	-2.719	5.435	12.233	0.003	0.006	0.002
Si	0.003	8.17	12.24	0.007	0.003	0.001
Si	-2.728	-5.448	12.236	-0.005	-0.001	0.002
Si	0.016	-2.718	12.242	-0.001	0.007	0.004
Si	1.368	1.383	13.585	-0.002	0	-0.001
Si	4.088	4.107	13.596	0.001	-0.003	-0.002
Si	1.371	6.819	13.594	0.004	0	0.002
Si	4.084	-6.775	13.607	-0.003	0.006	0
Si	1.367	-4.067	13.627	0.004	-0.002	0.003
Si	4.078	-1.351	13.597	0.001	0.007	0.001
Si	6.798	1.355	13.601	-0.006	-0.005	-0.005
Si	9.517	4.067	13.585	0.007	0.003	-0.007
Si	6.791	-9.51	13.613	0.009	-0.003	0.001
Si	9.502	9.502	13.589	0.005	0.001	0
Si	6.795	-4.082	13.607	-0.003	-0.001	0.003
Si	9.52	-1.375	13.607	-0.007	-0.007	0
Si	-4.084	1.339	13.594	0.003	0.004	0.003
Si	-1.357	4.075	13.589	0.003	0	0.001
Si	-4.077	6.795	13.59	-0.003	0	0.001
Si	-1.361	9.528	13.601	-0.002	0.001	0.004
Si	-4.1	-4.098	13.589	-0.004	-0.007	-0.002
Si	-1.354	-1.36	13.58	0.001	-0.002	-0.004
Si	0.005	0.018	14.926	-0.003	-0.003	-0.011
Si	2.725	2.755	14.946	-0.015	-0.01	-0.008
Si	0.004	5.453	14.932	-0.004	0.007	-0.013
Si	2.73	8.187	14.962	-0.015	0.005	-0.011
Si	-0.007	-5.432	14.973	-0.005	0.003	-0.01
Si	2.723	-2.685	14.985	0.001	-0.006	-0.009
Si	5.435	-0.001	14.962	-0.001	0.004	-0.011
Si	8.173	2.703	14.952	0	0.003	-0.007
Si	5.435	5.459	14.983	-0.013	0.004	-0.006
Si	8.15	-8.16	14.982	0.001	0.006	-0.006
Si	5.425	-5.414	14.989	-0.006	0.004	-0.008
Si	8.16	-2.738	14.972	0.012	-0.01	-0.013
Si	-5.436	-0.022	14.969	0.014	-0.002	-0.003
Si	-2.715	2.697	14.939	0.008	-0.012	-0.009
Si	-5.444	5.427	14.933	-0.003	-0.003	-0.012
Si	-2.72	8.157	14.952	0.004	-0.005	-0.009
Si	-5.47	-5.464	14.947	0.003	0.015	-0.007
Si	-2.707	-2.748	14.917	0.003	-0.001	-0.01
O	0.043	-2.465	-3.95	-0.045	-0.105	-0.613
O	4.644	-3.737	-4.735	-0.037	-0.006	-0.083
O	0.194	4.828	21.721	-0.301	-0.148	0.266
O	2.476	3.564	21.66	0.269	0.078	0.368
O	-7.868	2.14	21.727	-0.173	-0.056	0.295
O	4.762	-1.293	24.14	0.286	0.048	0.193
O	-2.961	-5.609	22.793	-0.093	0.148	0.354
O	-1.238	1.489	-3.698	0.879	0.314	0.004
O	-0.961	0.86	-1.179	0.606	-0.46	-0.246
O	-6.728	-4.244	20.752	-0.208	0.067	0.418
O	7.925	-8.075	21.872	-0.44	0.403	0.164
O	-2.666	-2.925	-0.354	0.128	-0.223	-0.521
O	-7.501	-5.734	-5.239	0.16	0.679	0.092
O	2.853	7.89	-0.42	-0.018	-0.027	-0.301
O	2.616	2.693	-0.656	0.078	-0.039	-0.293
O	-2.684	-8.114	-0.334	0.119	-0.095	-0.509
O	5.497	-0.188	21.861	0.429	-0.38	0.148
O	-3.811	4.591	-1.563	-0.034	0.193	-0.246
O	1.219	-6.642	20.677	0.299	-0.131	0.285
O	-4.446	-6.362	-1.144	0.156	0.058	-0.213
O	5.248	1.304	24.036	0.067	-0.072	-0.135
O	-6.551	6.691	-1.446	0.612	-0.01	-0.263
O	6.157	-5.24	-3.343	0.458	0.248	0.248
O	-4.98	4.95	21.718	0.036	0.233	0.209
O	-8.136	-2.752	-0.376	0.003	-0.171	-0.345
O	-7.953	-2.292	21.78	0.202	0.271	0.144
O	6.551	3.971	-1.553	-0.412	-0.354	-0.631
O	3.949	-3.914	20.714	0.043	-0.096	0.102
O	2.301	-2.102	21.682	0.186	-0.438	0.403
O	8.148	-7.86	-3.942	0.013	0.115	0.089
O	-5.906	0.365	21.53	0.016	-0.362	-0.006
O	-2.562	2.74	-0.286	-0.225	0.054	-0.029
O	-2.466	-3.179	21.766	-0.059	0.12	0.438
O	-6.695	7.292	23.674	0.167	-0.174	-0.153
O	-6.357	-4.52	-1.141	0.054	-0.006	-0.152
O	-3.657	4.031	23.864	0.545	-0.186	0.099
O	6.864	4.027	20.71	-0.023	0.174	0.099
O	2.562	-2.469	-3.739	-0.079	-0.059	-0.21
O	-7.06	-3.659	23.997	0.28	-0.231	-0.221
O	3.066	0.182	22.839	-0.152	0.48	-0.008
O	-3.408	0.819	-2.202	0.089	0.695	-0.188
O	-5.798	-7.699	-5.151	0.082	-0.061	0.057
O	-1.335	-3.992	23.986	0.179	0.635	0.128
O	6.805	-3.796	23.177	-0.014	0.104	-0.225
O	1.119	-1.509	-1.655	-0.138	0.681	-0.347
O	0.887	-7.996	23.501	-0.138	0.224	-0.09
O	1.073	-6.59	-1.398	-0.038	-0.04	-0.093
O	0.802	4.535	-1.449	0.12	0.072	-0.418
O	-0.628	-5.032	21.641	0.127	0.092	0.246
O	-0.375	-5.64	-3.469	-0.43	-0.052	-0.07
O	-3.222	-7.931	21.643	0.109	-0.161	0.402
O	0.702	6.471	-3.31	0.162	-0.234	-0.322
O	-4.499	-1.405	-1.332	-0.093	-0.459	-0.224
O	-7.043	0.684	23.831	-0.013	0.121	-0.099
O	0.623	-0.091	21.72	-0.178	-0.062	0.264
O	-7.181	4.264	-2.083	0.458	-0.127	0.088
O	-6.698	6.695	20.748	0.144	-0.099	0.413
O	-5.353	-0.379	-3.573	0.265	-0.422	-0.301
O	-5.557	2.615	22.827	-0.135	-0.029	0.257
O	4.083	1.625	20.724	0.048	0.014	0.279
O	6.434	-0.867	-1.136	0.224	-0.03	-0.063
O	4.2	0.566	-1.349	-0.144	-0.048	-0.327
O	-6.369	5.931	-3.988	-0.083	0.292	-0.209
O	-3.238	2.997	21.568	0.125	-0.026	0.338
O	4.647	-4.282	-1.329	0.013	0.296	-0.34
O	-1.381	6.756	20.828	-0.006	0.015	0.506
O	2.905	-2.687	-0.26	0.069	0.033	-0.33
O	4.315	-3.908	23.784	-0.584	-0.195	-0.135
O	7.584	6.176	-2.966	-0.285	-0.382	0.283
O	-5.216	-6.183	21.694	-0.101	-0.374	0.171
O	-1.454	4.9	-2.885	0.009	-0.381	-0.031
O	5.407	-5.599	21.918	0.107	-0.495	0.243
O	-1.342	1.386	20.819	0.042	0.156	0.579
O	-5.885	0.793	-1.278	-0.041	0.039	-0.241
O	-7.926	0.09	-4.002	-0.139	-0.455	0.441
O	-6.255	-6.315	-2.996	-0.157	-0.284	0.179
O	-4.36	-4.416	-2.839	0.19	0.293	0.065
O	1.43	4.017	24.018	0.01	-0.421	-0.193
O	0.847	-7.495	-4.705	0.283	0.14	-0.121
O	-4.508	-7.589	23.863	0.035	0.252	0.33
O	-2.476	-3.154	-4.227	0.165	-0.248	-0.302
O	6.534	-6.058	-0.937	0.035	-0.085	-0.028
O	-4.981	-3.263	-5.07	-0.196	-0.146	0.082
O	2.98	7.807	-3.626	0.107	-0.209	0.317
O	1.246	-4.072	-2.172	0.32	-0.045	0.007
O	5.2	5.713	21.737	-0.389	0.201	0.132
O	5.017	5.817	-0.494	-0.074	0.125	-0.284
O	-4.1	-1.388	20.817	-0.077	-0.021	0.387
O	1.216	-1.291	23.942	-0.564	-0.187	-0.043
O	5.596	7.81	-3.599	-0.139	-0.123	0.183
O	7.386	5.982	23.189	0.424	-0.106	-0.242
O	4.818	-1.579	-2.998	0.088	-0.172	0.219
O	-3.512	-5.412	-5.094	-0.099	-0.461	0.346
O	-0.734	6.667	-1.159	0.152	0.162	-0.185
O	2.215	6.091	22.72	0.329	0.041	-0.239
O	-0.981	-4.901	-1.058	-0.244	-0.188	-0.101
O	4.344	-6.45	-4.776	-0.483	-0.217	-0.778
O	-1.765	-1	-2.899	0.039	-0.306	0.494
O	5.969	0.738	-3.177	-0.378	0.309	-0.074
O	-3.821	5.514	-4.04	0.274	0.549	-0.207
O	5.877	3.766	23.364	0.198	-0.221	-0.445
O	7.736	2.591	-3.487	-0.022	0.201	-0.614
O	7.725	-1.477	24.097	-0.493	0.054	0.01
O	8.134	-7.992	-0.314	-0.047	0.158	-0.262
O	-8.067	2.131	-0.881	-0.444	0.035	0.087
O	2.997	-8.014	21.769	0.823	0.02	0.316
O	-3.216	3.108	-3.681	-0.459	-0.121	-0.08
O	4.308	-6.727	-2.199	-0.41	0.022	0.215

Results
total energy: -82021.445 eV
total energy less fixed offsets of O -438.25, Si -107.07 eV per atom: 0.235 eV
